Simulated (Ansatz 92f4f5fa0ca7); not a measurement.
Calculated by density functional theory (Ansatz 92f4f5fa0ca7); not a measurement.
Periodic cell of 220 atoms, Si132O88, from a study of silicon, its oxide and their interface. The atomic structure is a simulated model.
This geometry differs little from another in the collection (a relaxation step or a small displacement).

Settings
functional: r2SCAN
potential files: Ansatz PAW
basis: plane waves
wave-function cutoff: 800 eV
density cutoff ratio: 5
exchange-correlation grid ratio: 1
k mesh: 1 x 1 x 1, shifted by 0.5 0.5 0 of a step
self-consistency stop: 1e-10 eV per atom in the density residual
occupations: fixed
spin: none
net charge: 0

Cell vectors (angstrom)
a	10.88	0	0
b	0	10.88	0
c	0	0	31.9998

Atoms and the computed forces on them: element, x, y, z (angstrom), force x, y, z (eV/angstrom)
Si	0.167	-0.956	-0.3616	-0.0013	0.0093	-0.0502
Si	2.7431	2.4146	0.0141	0.0021	-0.0001	-0.0074
Si	1.0235	3.2144	-1.318	0.0028	-0.0015	0.0027
Si	2.0767	7.647	-0.1083	0.0056	0.0157	-0.0329
Si	4.6546	0.0858	-0.2551	0.0069	-0.0054	-0.0446
Si	8.4607	4.1427	0.4917	0.0032	-0.0015	-0.0307
Si	4.79	6.2285	-0.6853	0.0008	-0.0071	-0.0695
Si	7.9007	8.104	-0.1837	-0.0088	-0.0029	-0.0591
Si	1.5444	1.2137	1.5475	0.0098	0.0118	-0.0181
Si	3.9395	3.9954	1.1792	-0.0115	-0.0107	-0.0163
Si	0.9127	6.217	1.2712	-0.0038	-0.0043	0.0019
Si	3.871	9.6397	1.5105	-0.0145	0.011	-0.0117
Si	6.9032	1.5234	1.3467	0.0008	-0.0011	-0.0328
Si	10.7609	4.1404	0.6249	0.0079	-0.0044	-0.0127
Si	6.3368	6.9493	1.0525	0.0003	0.0044	0.0116
Si	9.3615	9.3519	1.1261	0.0044	0.0025	0.0095
Si	0.1197	2.7276	2.5355	0.0015	0	0.0061
Si	2.7315	-0.0005	3.0394	-0.0057	-0.0063	0.0033
Si	-0.1793	7.9527	2.5143	0.0017	0.0024	0.0012
Si	2.6933	5.4089	2.5891	0.001	0.0029	0.0017
Si	5.3516	2.7292	2.6241	0.002	0.0042	0.0067
Si	8.2478	0.0275	2.5318	0.0011	-0.0031	0.0014
Si	5.3899	8.324	2.6404	0	-0.0049	0.0039
Si	7.7474	5.4702	2.3438	-0.0028	-0.0001	0.0011
Si	1.4386	4.0137	3.9944	-0.0012	-0.0028	-0.0005
Si	4.141	1.4098	4.1513	-0.0002	0.003	0.0001
Si	1.2089	9.3629	3.9574	0.0049	-0.0044	0.0018
Si	4.0312	6.8511	3.909	0.0001	0.0002	-0.0009
Si	6.6874	4.1044	3.9341	0.0006	-0.0013	0.0011
Si	9.5337	1.4327	3.8788	0.0016	0.004	0.0015
Si	6.8703	9.5826	3.9388	0	0.0025	0.0006
Si	9.318	6.6606	3.8317	0.0017	-0.0017	-0.0013
Si	-0.047	-0.0035	5.2505	-0.0008	-0.0003	0.0029
Si	2.7325	2.7205	5.4412	0.0015	0.0024	0.0002
Si	-0.0534	5.3828	5.2206	-0.0006	-0.0011	0.0011
Si	2.6539	8.1063	5.3167	-0.0019	-0.0001	0.0018
Si	5.5198	-0.001	5.3756	-0.0003	-0.0014	-0.001
Si	8.1298	2.7434	5.2498	0	-0.001	0.0003
Si	5.3752	5.4773	5.2912	0.0004	0.0009	0.0014
Si	8.1503	8.1335	5.2677	-0.0006	-0.0004	-0.0002
Si	1.3404	1.2839	6.6586	0.0002	0.0005	-0.0009
Si	4.0904	4.1117	6.7157	-0.0003	-0.0004	0.0003
Si	1.3147	6.7352	6.6547	0.0015	0	0.0011
Si	4.0757	9.4838	6.622	-0.0005	0.0004	-0.0008
Si	6.856	1.3802	6.7028	0.0008	0.0011	-0.0003
Si	9.523	4.0398	6.6287	0.0008	-0.0001	0
Si	6.7796	6.8119	6.6205	-0.0001	-0.0003	-0.0001
Si	9.512	9.5203	6.6396	0.0007	0.0002	0.0002
Si	-0.0065	2.6623	8.0013	0.0006	0	0.0005
Si	2.723	-0.0606	7.9886	0.0001	-0.0005	0
Si	0.0273	8.1809	7.9937	-0.0009	-0.0002	0
Si	2.7097	5.417	8.0597	-0.0005	-0.0003	0.0001
Si	5.4785	2.7479	8.0331	-0.0001	0	0.0001
Si	8.1926	-0.0095	8.0565	-0.0001	0.0001	-0.0008
Si	5.4445	8.1502	7.9941	0.0005	0.0007	0.0005
Si	8.1892	5.4687	7.942	0.0007	0.002	0.0005
Si	1.3732	3.9915	9.3686	0.0015	0.0009	-0.0001
Si	4.0903	1.3096	9.2887	0.0008	0.001	-0.0006
Si	1.4239	9.4641	9.4107	0.0011	-0.0002	0.0002
Si	4.1226	6.7927	9.3675	-0.0014	0.0007	0.0002
Si	6.8513	4.1566	9.3365	-0.0002	-0.0001	-0.0004
Si	9.5529	1.343	9.4345	0.0011	-0.0008	-0.0003
Si	6.8206	9.4809	9.3689	-0.0001	-0.0009	0.0003
Si	9.5441	6.8212	9.3173	0.0005	-0.0019	0.0006
Si	0.0737	-0.0404	10.7682	-0.0011	0.001	0.0022
Si	2.7798	2.6202	10.7034	-0.0009	-0.001	-0.0005
Si	0.034	5.4411	10.6333	-0.0017	0.0028	-0.0002
Si	2.8027	8.0813	10.7796	0.0017	-0.0003	0.0017
Si	5.41	-0.0525	10.6565	-0.0001	0.0006	-0.0002
Si	8.1865	2.8268	10.6984	-0.0022	0	0.0008
Si	5.5414	5.511	10.7487	-0.003	-0.0001	0.0024
Si	8.1959	8.1222	10.7438	0.0028	0.0022	0.0002
Si	1.4531	1.2947	12.1441	0.002	0.0002	-0.0004
Si	4.2095	4.0173	11.933	0.0013	-0.0057	0.0043
Si	1.5461	6.5292	12.0476	0.0042	-0.0072	0.0006
Si	4.1907	9.4297	12.1245	-0.0006	-0.0012	0.0031
Si	6.7035	1.447	11.876	-0.0008	-0.0012	0.0019
Si	9.5608	4.226	12.0588	0.0071	-0.0011	-0.0025
Si	6.9203	6.8007	12.2423	-0.0006	0.004	0.0014
Si	9.5371	9.4965	12.088	0.0033	-0.0048	-0.0182
Si	0.1017	2.8686	13.2686	0.001	-0.0003	0.0023
Si	2.7599	-0.1984	13.4731	-0.0012	-0.0042	0.0071
Si	0.549	7.5652	13.8267	0.0045	-0.0023	-0.0006
Si	2.8217	5.0774	13.4257	-0.0004	0.0242	-0.0033
Si	5.5604	2.8323	13.3831	-0.0007	0.0021	-0.0098
Si	8.1705	0.205	13.086	-0.0017	0.0026	0.0031
Si	5.7151	8.2961	13.6015	-0.0006	-0.0013	0.0009
Si	8.3382	5.5141	13.6609	-0.006	-0.002	0.0118
Si	1.315	4.009	14.8966	-0.0085	0.0097	-0.023
Si	4.1362	0.8039	15.0286	0.0014	-0.0073	-0.0451
Si	1.9475	9.0217	14.9559	0.0065	-0.0027	-0.0393
Si	4.4091	7.2152	15.2336	-0.008	0.0063	-0.0543
Si	7.2148	3.7838	14.7141	0.006	-0.0004	-0.033
Si	9.389	1.6711	14.3684	-0.0036	0.0009	-0.0239
Si	6.8213	10.0991	14.6371	0.0058	0.0034	-0.0172
Si	11.3076	6.0277	15.7501	-0.0072	-0.0068	-0.035
Si	6.5207	8.8446	18.7718	0.0135	-0.0141	-0.0663
Si	-2.6465	-1.5178	16.311	0.0067	0.0086	-0.0497
Si	1.4362	6.6007	18.7431	-0.0027	0.004	-0.0805
Si	2.1314	1.7721	17.1196	-0.0064	-0.0003	-0.0621
Si	-0.4938	-4.9283	24.8591	0.0009	0.0156	-0.0719
Si	5.6219	5.0846	17.1773	0.009	0.0087	-0.0664
Si	7.2501	-12.1615	24.2891	-0.0045	0.0057	-0.0624
Si	-0.0629	10.7686	16.5793	-0.0015	-0.0059	-0.0412
Si	7.8103	-4.6779	18.8221	-0.0139	-0.0003	-0.0753
Si	3.8923	7.8525	19.8579	0.0022	-0.0092	-0.0656
Si	5.8022	-2.2543	26.8109	0.0008	0.0087	-0.0761
Si	10.1375	0.6317	26.988	0.0028	-0.0164	-0.0726
Si	3.2429	5.1341	20.4454	0.01	-0.0036	-0.0705
Si	10.0621	-0.7435	24.4856	-0.0032	-0.0093	-0.0555
Si	5.3668	0.5967	22.6973	-0.0001	-0.0071	-0.0785
Si	-0.8557	6.0395	20.7355	-0.004	-0.0039	-0.0857
Si	-1.7769	6.4724	15.8515	0.0148	-0.0096	-0.0593
Si	12.6641	10.6706	23.5324	0.0069	-0.0026	-0.0716
Si	9.027	7.6546	23.2137	0.0026	-0.0077	-0.0671
Si	4.2033	13.8744	18.8335	-0.0144	0.0069	-0.0617
Si	4.9143	2.5552	24.97	-0.0073	-0.0072	-0.0607
Si	2.4819	4.032	25.1239	-0.0059	-0.0076	-0.0646
Si	-7.1689	-0.5612	21.4942	0.017	-0.0184	-0.0577
Si	1.1652	5.0486	22.6888	0.0085	0.0075	-0.0836
Si	1.5076	6.5738	26.8017	-0.0035	0.0067	-0.0754
Si	2.8508	9.3081	25.9723	-0.012	0.0111	-0.0534
Si	5.637	0.654	19.8794	0.005	0.0058	-0.079
Si	11.429	4.7601	28.9139	-0.0022	0.0221	-0.0838
Si	7.9723	12.0817	28.799	-0.0028	0.0027	-0.0552
Si	-0.185	1.4066	29.6861	-0.0241	-0.0036	-0.0753
Si	3.0348	1.3638	25.6906	-0.0068	-0.0036	-0.0415
Si	20.7679	-7.3591	26.466	-0.0001	0.0029	-0.066
Si	-4.0042	14.2894	27.1552	-0.002	-0.0057	-0.0621
Si	6.3056	9.8202	29.6953	0.0028	0.0134	-0.07
Si	6.2147	6.0383	28.4478	0.0038	-0.0037	-0.0733
Si	8.7038	5.8699	30.1153	0.0009	-0.0027	-0.0702
O	-0.3447	-0.04	-1.5878	0.0074	-0.0188	0.0387
O	1.0766	-0.0046	0.554	0.0032	-0.0027	0.0233
O	4.6244	4.6981	-0.1652	0.0075	0.0044	0.0256
O	-0.01	6.7043	-5.7904	0.0091	-0.0015	0.0355
O	-0.74	5.4512	-2.4223	-0.0059	-0.0064	0.0442
O	-6.811	3.9448	-7.2163	0.0037	-0.0025	0.0208
O	1.0944	8.6813	-0.9329	-0.0033	-0.0104	0.0207
O	3.3445	6.9863	-0.8974	-0.0021	-0.0052	0.0246
O	3.7626	1.3543	-0.731	-0.0047	0.0009	0.0172
O	6.281	2.8796	-6.2428	0.0177	0.0098	0.0393
O	5.8017	-3.7884	-4.7011	0.0023	-0.0116	0.0338
O	2.7378	8.5417	1.0638	0.0109	-0.0093	0.0235
O	7.7697	6.2304	-3.146	0.0109	-0.0007	0.0311
O	7.966	4.7377	-0.9697	-0.0021	-0.0046	0.0387
O	8.9992	7.1215	-0.9047	-0.0044	0.0169	0.0438
O	7.8418	13.5104	0.5782	-0.0091	0.0018	0.0192
O	3.7656	6.0018	14.3913	0.0162	-0.0068	0.0223
O	-5.312	0.0784	15.3024	-0.0021	0.005	0.0215
O	6.6145	10.3655	19.32	-0.0124	0.0175	0.0322
O	-0.5512	0.7571	15.3225	0.0045	-0.005	0.0295
O	3.255	8.2985	15.6623	0.0001	-0.0125	0.0208
O	2.4392	7.8267	19.121	0.0145	0.0014	0.0216
O	1.1732	17.4096	17.1488	0.0155	0.0059	0.0644
O	6.4513	5.3837	18.5352	0.0098	0.0054	0.0324
O	8.3258	2.6426	15.1787	0.0027	0.0039	0.0159
O	6.542	4.3401	16.0855	-0.0158	0.008	0.0401
O	8.511	-4.6487	17.3527	-0.0163	0.0011	0.0581
O	11.8364	-1.2813	16.1249	-0.0108	0.0119	0.0281
O	3.2772	11.7432	16.4037	-0.0074	0.012	0.037
O	5.4694	12.8437	18.9355	0.0045	-0.0134	0.0289
O	15.3494	13.1888	14.5191	-0.0007	-0.0044	0.0188
O	8.933	8.075	15.6188	-0.0084	0.0015	0.0276
O	-0.6183	8.6163	13.2721	-0.0068	0.0072	0.0209
O	5.0553	6.4798	16.5455	0.0056	-0.0142	0.0374
O	4.4601	4.0654	17.6397	-0.0063	-0.0132	0.0316
O	-3.8525	-2.0031	17.2576	-0.0192	-0.006	0.0484
O	-1.4512	10.1297	17.1608	0.0028	-0.0013	0.0215
O	0.8078	11.779	17.5062	0.0075	0.0054	0.0206
O	2.7872	2.2971	18.4871	0.0185	0.0083	0.034
O	1.7553	2.9879	16.1086	0.0086	-0.0183	0.0355
O	3.9095	-2.156	21.2217	-0.0181	0.0224	0.0373
O	9.9987	1.9642	26.0728	-0.0028	-0.001	0.0284
O	10.1339	-2.2379	23.8854	0.0033	0.0105	0.0241
O	2.1507	5.2277	19.2367	0.0057	-0.0038	0.0324
O	4.4301	8.9829	26.0414	0.0092	-0.0073	0.026
O	10.8399	-5.9922	21.5748	0.0063	-0.0017	0.0403
O	4.9756	-2.4655	18.8133	-0.006	0.0011	0.042
O	4.2954	6.3422	20.2665	-0.0034	0.0017	0.0277
O	2.5039	5.3864	21.8552	-0.016	-0.0098	0.0445
O	-1.922	-4.4548	24.2711	0.0007	-0.0071	0.0291
O	0.0815	-4.1179	19.6185	-0.0097	-0.0033	0.0409
O	8.6774	0.3191	27.6271	-0.0073	0.0056	0.0335
O	8.5206	10.6116	24.3945	0.0045	0.0023	0.024
O	-0.6289	4.3745	25.1567	-0.01	-0.0176	0.0353
O	7.4541	-3.1986	19.4367	0.0045	0.0025	0.0243
O	11.4962	-4.6722	23.6848	-0.0074	0.005	0.0394
O	8.7577	-5.4298	19.9021	0.0144	-0.0029	0.0386
O	5.2634	1.9999	23.4896	-0.0046	0.0192	0.0525
O	4.0078	3.7232	20.2778	-0.0019	0.0065	0.0313
O	6.9662	-1.9493	25.7311	-0.0132	-0.0115	0.0417
O	2.1525	8.0661	26.7638	-0.0038	-0.0106	0.0203
O	9.4645	-3.7084	21.7489	-0.0051	0.0162	0.0501
O	4.0904	0.1347	20.0593	-0.0036	-0.006	0.0403
O	13.1352	5.448	25.8827	-0.0014	0.0151	0.034
O	16.9189	-1.372	28.1411	0.0069	0.01	0.0488
O	11.1882	11.8386	28.1792	0.005	0.0144	0.0562
O	12.3645	5.9701	28.318	-0.0042	-0.0212	0.0538
O	-3.265	8.4388	23.2032	-0.0011	0.0099	0.0254
O	19.2722	3.9067	26.935	-0.0033	-0.0005	0.0239
O	2.5957	1.0374	24.1422	-0.0034	0.0103	0.0486
O	1.634	3.8894	23.7273	0.0037	-0.0082	0.0466
O	6.0009	-0.4514	23.7559	0.0155	-0.009	0.0404
O	2.7214	-0.0155	26.5372	-0.0001	-0.0076	0.0237
O	4.8774	-0.7983	30.3995	-0.0108	0.002	0.0369
O	5.9806	-6.2918	27.781	-0.0033	0.0154	0.03
O	5.3497	6.1991	29.7947	-0.0093	0.0079	0.0587
O	0.2061	0.1116	23.5888	-0.0048	-0.0047	0.0246
O	2.244	-1.4991	24.4506	0.0105	-0.0058	0.0353
O	2.1752	10.4929	21.9782	-0.0151	0.0111	0.0461
O	2.155	2.7158	26.069	-0.0009	0.0009	0.028
O	-4.6424	11.8571	21.3577	-0.0045	-0.0014	0.0528
O	7.2432	0.2351	29.8256	-0.0108	-0.0069	0.0255
O	17.9542	8.6798	30.5237	0.015	-0.0153	0.0386
O	6.8587	13.0714	28.2076	0.0084	-0.0107	0.0304
O	9.1726	12.9008	29.5291	0.0158	0.0026	0.0332
O	-0.3233	10.2724	26.0347	-0.0012	0.0164	0.0402
O	6.1049	0.6286	32.2445	0.0083	-0.0005	0.0328
O	10.924	3.8808	27.6491	0.0147	0.0066	0.0552

Results
free energy: -134613.357 eV
free energy less fixed offsets of O -570.45, Si -639.56 eV per atom: 8.163 eV

The program warned: the cutoff lies below the one the program advises for these potential files; the forces do not sum to zero within the program's tolerance; empty levels may hold ghost states of the PAW files; the exchange-correlation potential is rough where the density is thin.
